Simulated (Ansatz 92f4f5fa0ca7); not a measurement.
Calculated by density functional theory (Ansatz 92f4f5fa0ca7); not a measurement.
Periodic cell of 212 atoms, Si132O80, from a study of silicon, its oxide and their interface. The atomic structure is a simulated model.
Doubt: the cutoff is far below the 930 eV that the study's wrapper takes by default for these files, so forces and energies are approximate.
This geometry differs little from another in the collection (a relaxation step or a small displacement).

Settings: functional PBE; potential files Ansatz PAW; basis plane waves; wave-function cutoff 580 eV; density cutoff ratio 5; exchange-correlation grid ratio 1; k mesh 1 x 1 x 1, Gamma-centred; self-consistency stop 5e-08 eV per atom in the density residual; occupations fixed; spin none; net charge 0.

Cell vectors (angstrom)
a 10.938 0 0
b 0 10.938 0
c 0 0 31.1589

Atoms and the computed forces on them: element, x, y, z (angstrom), force x, y, z (eV/angstrom)
Si -0.486 0.299 23.7945 -0.0077 -0.0053 0.0042
Si 6.1537 -0.436 23.5688 0.0026 -0.0035 0.0129
Si 2.2478 3.2482 23.8649 0.0047 -0.0115 0.0025
Si 8.8164 2.1598 23.8972 0.0013 -0.0049 0.0192
Si 0.4389 4.8601 23.9828 -0.014 0.0136 0.0127
Si 5.0969 5.9975 23.6327 -0.0051 -0.0052 0.0035
Si 3.3232 7.7215 23.7545 0.0098 0.0194 0.0179
Si 7.9139 8.7425 23.7582 -0.0009 0.0102 0.0071
Si 1.3747 1.3103 24.9149 0.0054 0.0084 -0.0058
Si 6.9127 1.3045 24.9927 0.0071 -0.0073 -0.0115
Si 4.15 4.1753 24.9163 0.0016 0.0002 -0.006
Si 9.6003 3.9808 25.1678 0.0098 -0.001 -0.0143
Si 1.4491 6.7986 24.9551 -0.0015 -0.0128 -0.0184
Si 6.8787 6.9026 24.9074 -0.0019 0.0025 -0.0015
Si 4.2841 9.5703 24.8669 -0.0048 -0.0183 -0.0131
Si 9.5408 9.6161 25.2061 -0.0034 0.0002 -0.0033
Si 2.8018 -0.0444 26.2676 -0.0006 -0.001 0.004
Si 8.1746 0.0228 26.4965 0.0005 0.0001 0.0104
Si 0.0764 2.6356 26.4444 -0.0095 -0.0085 0.0173
Si 5.4863 2.7303 26.2895 -0.0016 0.0033 0.0032
Si 2.7698 5.4522 26.3909 -0.0053 -0.0067 0.0211
Si 8.1899 5.4771 26.3341 -0.0006 0 0.003
Si 0.0482 8.1621 26.3497 -0.0008 0.0046 0.0063
Si 5.5203 8.2022 26.3708 0.001 0.0047 0.0085
Si 4.1018 1.3673 27.7406 0.0412 0.0068 -0.6565
Si 9.5708 1.3673 27.7406 0.1084 -0.0117 0.8455
Si 1.3673 4.1018 27.7406 0.323 -0.1698 0.2351
Si 6.8362 4.1018 27.7406 -0.1054 0.0015 -0.3998
Si 4.1018 6.8362 27.7406 0.1541 0.1535 0.0441
Si 9.5708 6.8362 27.7406 0.0719 -0.1039 -0.3012
Si 1.3673 9.5708 27.7406 0.3509 -0.0436 -0.4761
Si 6.8362 9.5708 27.7406 -0.2045 -0.1828 0.6734
Si 0 0 29.1079 -0.1213 0.0597 0.0267
Si 5.469 0 29.1079 -0.0009 -0.0921 0.0288
Si 2.7345 2.7345 29.1079 -0.0245 0.1042 0.0253
Si 8.2035 2.7345 29.1079 0.1414 0.0435 0.0193
Si 0 5.469 29.1079 -0.0699 -0.0486 -0.0163
Si 5.469 5.469 29.1079 -0.0445 0.031 0.0006
Si 2.7345 8.2035 29.1079 0.0623 0.0648 0.0089
Si 8.2035 8.2035 29.1079 -0.0413 0.0977 0.0139
Si 1.3673 1.3673 30.4751 0.0255 -0.0524 -0.0029
Si 6.8362 1.3673 30.4751 -0.0157 0.0376 -0.0481
Si 4.1018 4.1018 30.4751 0.0407 -0.0346 0.0125
Si 9.5708 4.1018 30.4751 -0.0176 0.0147 -0.0108
Si 1.3673 6.8362 30.4751 0.0079 -0.0104 -0.0415
Si 6.8362 6.8362 30.4751 0.0651 -0.059 -0.0048
Si 4.1018 9.5708 30.4751 -0.0589 0.0122 -0.0164
Si 9.5708 9.5708 30.4751 0.0874 -0.0957 0.0032
Si 2.7345 0 0.6835 0.0387 -0.0143 0.03
Si 8.2035 0 0.6835 -0.0668 0.0655 0.002
Si 0 2.7345 0.6835 -0.0557 0.0257 -0.0089
Si 5.469 2.7345 0.6835 0.0454 -0.0281 0.0203
Si 2.7345 5.469 0.6835 -0.0354 0.0227 0.0109
Si 8.2035 5.469 0.6835 0.0252 0.0141 0.0405
Si 0 8.2035 0.6835 -0.0117 -0.0069 0.0274
Si 5.469 8.2035 0.6835 -0.0769 0.1169 -0.0176
Si 4.1018 1.3673 2.0507 -0.0272 0.0246 -0.0246
Si 9.5708 1.3673 2.0507 0.1331 0.0111 -0.0202
Si 1.3673 4.1018 2.0507 0.0162 -0.0292 0.0188
Si 6.8362 4.1018 2.0507 -0.0375 0.0024 0.0047
Si 4.1018 6.8362 2.0507 0.0814 -0.0431 -0.0272
Si 9.5708 6.8362 2.0507 -0.0245 0.0206 0.0102
Si 1.3673 9.5708 2.0507 -0.1199 -0.0895 0.003
Si 6.8362 9.5708 2.0507 0.0872 -0.1319 -0.0505
Si 0 0 3.418 -0.0905 0.1502 -0.361
Si 5.469 0 3.418 -0.1387 0.276 0.5821
Si 2.7345 2.7345 3.418 0.1882 -0.1579 -0.1733
Si 8.2035 2.7345 3.418 0.0239 0.0189 0.5455
Si 0 5.469 3.418 -0.0377 -0.0627 0.2439
Si 5.469 5.469 3.418 -0.212 -0.022 -0.4363
Si 2.7345 8.2035 3.418 -0.15 -0.0658 0.4458
Si 8.2035 8.2035 3.418 -0.2907 0.2055 -0.8065
Si 1.3742 1.352 4.762 -0.0102 -0.0014 -0.0117
Si 6.7985 1.4314 4.8737 0.0088 -0.0007 -0.0144
Si 4.0878 4.124 4.7663 0.017 0.0035 0.0006
Si 9.5901 4.1088 4.8444 0.0011 0.0156 0.0061
Si 1.3484 6.8076 4.838 0.002 -0.0105 0.0027
Si 6.8003 6.8779 4.7014 0.0046 0.015 0.0068
Si 4.0417 9.608 4.837 -0.0142 0.0036 -0.0132
Si 9.4602 9.6508 4.7011 -0.0194 -0.007 -0.0095
Si 2.6733 0.0278 6.2652 -0.0037 0.0109 0.0157
Si 8.1263 -0.0084 6.2212 0.0104 -0.0148 0.0163
Si 0.057 2.6935 6.1844 0.0032 -0.0083 0.004
Si 5.4994 2.92 6.25 -0.0415 0.0014 0.0134
Si 2.6625 5.3322 6.2249 0.0029 0.0104 0.0049
Si 8.1866 5.5896 6.0984 -0.0186 -0.0304 -0.0052
Si -0.1214 8.2783 6.0048 -0.0077 0.0003 0.0036
Si 5.3802 8.1524 6.1013 0.0423 -0.0075 0.0113
Si 3.7715 1.8092 7.4112 0.0073 0.0079 -0.0255
Si 10.0115 0.9135 7.3435 -0.0114 0.0091 -0.0094
Si 1.8617 3.4451 7.5628 0.0069 -0.0025 -0.0036
Si 6.3857 4.939 7.4335 0.0473 -0.0145 -0.0636
Si 4.4276 6.3706 7.3437 -0.0406 -0.023 -0.0206
Si 8.9259 7.5284 7.2317 0.0123 0.0103 0.0012
Si 0.6834 10.0335 7.3008 0.0087 0.0029 -0.0238
Si 7.0805 9.1071 7.396 0.0032 0.0081 -0.02
O 0.505 9.2694 8.802 -0.0083 -0.0154 0.0223
O 1.3402 3.6168 9.1251 -0.0139 0.0046 -0.0251
O 9.7558 1.3231 8.945 0.0084 0.0025 -0.0098
O 6.5599 9.2108 8.9787 0.0004 -0.0036 -0.0001
O 4.521 1.2137 8.778 0.004 -0.0054 0.0092
O 3.8385 6.6939 8.8634 0.0078 0.0036 -0.0133
O 6.9747 5.4222 8.9323 -0.2117 -0.0063 -0.0552
O 9.1875 7.4405 8.9845 0.1752 0.2966 -0.1197
O 2.2838 3.224 22.1687 -0.0033 0.0017 0.0003
O 6.0184 11.0756 21.9922 0.0003 0.0025 -0.006
O 8.4507 2.6761 22.3751 -0.0066 0.0099 -0.0108
O 0.0259 4.6731 22.3443 0.0042 -0.0042 -0.0019
O 8.7325 8.4614 22.3179 0.0011 -0.0016 -0.0063
O 2.8909 8.1881 22.2092 -0.0008 0.0026 -0.0065
O 5.645 5.7039 22.0781 0.003 -0.0025 0.0078
O 10.5897 10.4411 22.3116 0.0015 0.0006 -0.0026
Si 1.3559 4.3629 21.4146 -0.0026 -0.0008 -0.0055
Si 1.5121 3.7295 15.6798 -0.0015 -0.0003 -0.002
Si 8.7294 0.6367 10.0076 -0.0071 0.0149 0.0124
Si 6.2105 0.8372 20.5235 -0.0005 -0.001 -0.0031
Si 0.3448 13.3936 19.3414 0.0002 0.001 0.0002
Si 4.0352 6.8025 10.478 0.0152 0.0067 0.0095
Si 10.0929 9.0444 21.5891 -0.0008 -0.0024 -0.0009
Si 3.6431 7.5835 18.9917 0.004 -0.0003 0.0021
Si 8.6259 5.4626 19.3955 0.0005 0.0005 0.003
Si 5.1017 14.0925 19.0587 0.0003 -0.0021 -0.0003
Si 0.199 10.6375 14.6225 0.0007 0.0004 -0.0018
Si 6.0074 9.2971 10.5274 0.0045 -0.0074 0.0006
Si -2.4646 1.9279 12.9535 0.0034 0.0088 -0.0109
Si 4.8234 10.271 18.1136 -0.0004 0.0012 0.0003
Si 8.2979 0.1627 15.3688 0.0002 0.0026 -0.0012
Si 6.1721 3.6457 13.9847 0.0054 -0.0006 -0.0038
Si 12.7682 7.392 21.2507 0.0001 0.0005 -0.0048
Si -3.7508 8.7123 16.702 -0.0023 -0.001 -0.0016
Si 0.5263 2.3343 13.2224 -0.0045 0.002 -0.0074
Si 5.9457 6.6225 14.8219 0.0002 0.0017 0.0002
Si 3.1752 6.3872 16.2522 -0.0011 -0.0001 -0.0019
Si 7.0101 13.4147 16.5475 -0.0002 -0.0001 -0.0016
Si 1.4565 3.7353 10.7449 -0.0125 0.0017 0.0235
Si 8.3186 5.7753 9.8349 -0.1242 -0.128 0.2096
Si 1.0559 6.7687 11.5536 0.0056 -0.0126 0.0055
Si 7.5192 7.5885 12.3508 0.0027 -0.0185 -0.0294
Si 8.8076 2.511 20.8077 0.0025 -0.0008 -0.0061
Si 2.7723 12.7163 17.7661 -0.0017 -0.0035 0.0003
Si 5.6957 5.9036 20.457 0 0.0054 -0.0044
Si 5.6525 1.2307 9.9559 0.0093 0.003 0.0009
Si 4.5533 3.8309 11.4449 0.004 0.003 -0.0038
Si -0.563 7.9452 13.7377 -0.0127 0.0023 -0.0031
Si -0.7389 8.6862 9.691 -0.0175 0.0054 -0.0065
Si -1.2713 3.8397 17.0652 0.0018 0.0006 0.0005
Si 0.6213 8.3386 16.3258 0.0002 0.0015 0.0016
Si -1.3416 8.2241 18.7976 -0.0011 0.0007 0.0004
O 4.8349 3.7008 13.0523 -0.0022 0.0002 -0.0001
O 9.2214 -0.9754 10.0585 0.0112 -0.0269 -0.0035
O 1.9731 7.4651 16.2336 0.0009 -0.001 -0.0019
O 1.3872 3.4303 14.0785 0.0009 0.0001 0.0007
O 8.1912 8.4783 17.9795 0.0028 -0.001 0.0029
O 5.0772 4.6216 19.703 -0.003 -0.0034 -0.0051
O 0.9202 5.1865 11.2442 -0.0026 0.0012 -0.0056
O 2.1389 5.7924 21.4576 0.0021 -0.0025 -0.0013
O 0.0269 4.2568 16.171 -0.0013 -0.0002 -0.0001
O 4.7443 5.4137 11.0154 0.0014 -0.0114 0.0111
O -1.3075 6.7559 19.565 0.0002 -0.0011 -0.0001
O 6.2865 7.3485 13.3991 -0.0012 0.0035 -0.0014
O 3.666 3.0139 18.3278 0.0033 0.0045 -0.0001
O 5.8383 9.5753 17.0446 -0.0005 -0.0008 -0.003
O 8.92 7.5604 13.1622 0.0104 0.0028 0.0085
O 5.508 2.6908 10.7058 -0.0007 -0.0044 -0.0009
O 11.2795 7.9048 21.6738 -0.0029 0.0013 0.0022
O 6.3186 13.8644 17.9608 -0.0023 0.0005 0.0015
O -3.7415 9.0208 11.6218 -0.0059 0.0155 0.0025
O 0.7362 2.5472 11.6157 0.0029 0.0004 0.0027
O 7.4731 11.8459 16.5782 -0.0002 -0.0006 0
O -0.6835 2.7241 18.1048 0.0027 -0.0017 0.0001
O 5.9738 2.6738 15.2917 -0.0006 -0.0011 0.0009
O 10.3162 1.893 20.5428 -0.0016 -0.0011 0.0008
O 4.8137 7.2179 20.071 -0.0023 0.0019 -0.002
O 5.3797 -0.1449 10.8278 -0.0035 0.0057 0.0015
O 5.2242 2.1265 20.3281 -0.0012 0.0005 0.0006
O 9.9128 11.2989 15.4973 -0.0014 0.0001 0.0005
O -3.0612 11.6666 13.8985 -0.0018 -0.0034 0.0037
O 3.7879 6.5115 17.7659 0.0025 -0.0021 0.0019
O 9.48 4.7776 9.7947 0.1603 -0.1389 0.0055
O 7.6721 6.4721 11.166 -0.0108 0.0248 0.0405
O 0.9966 14.8093 19.902 0.0006 0.0011 -0.0004
O 3.838 11.476 17.5409 -0.0008 0.0006 -0.0025
O -2.9877 9.5205 15.5033 -0.0005 -0.0017 -0.001
O 2.156 7.6024 19.6759 -0.0048 -0.0003 0.0001
O 7.3905 3.1459 13.0089 -0.0035 -0.0024 0.0049
O 8.4177 3.2468 16.1994 -0.0018 -0.0013 -0.0028
O -1.9945 16.0216 17.8362 -0.0018 0.0024 0.0006
O 0.6669 7.0503 13.1157 0.0026 -0.0015 -0.0008
O 8.7544 4.0444 20.2129 -0.0005 -0.0004 -0.002
O 7.193 6.0909 19.8474 0.0021 -0.0009 -0.0035
O -4.1869 7.2696 16.0865 0.0002 0.001 0.0024
O 3.0277 3.4744 11.0954 0.0078 -0.0022 0.0035
O 2.6079 4.8943 15.9513 0.0009 0.0005 0.0001
O 4.3384 6.7022 15.1421 -0.0029 0.0003 0
O 10.9191 7.7938 10.829 -0.0085 -0.0022 -0.0041
O 11.9198 11.7862 13.7698 0.0004 -0.0018 0.0018
O 5.7696 10.7177 19.3664 0.0028 0.0024 0.0025
O -0.0533 8.4008 17.8039 -0.0014 -0.0003 -0.0008
O 2.6 7.1369 11.1868 -0.0054 0.0098 0.0112
O -0.3281 -1.3823 13.5011 0.0014 0 0.0013
O 2.0234 24.2194 16.418 0.0005 -0.0027 0.0009
O 7.7335 1.4016 20.2439 -0.0001 0 -0.0005
O 1.5623 12.3996 18.8587 -0.0022 0.0004 -0.0001
O -4.4652 5.0981 14.6449 0.0004 -0.0061 0.0003
O -3.7263 0.9986 9.4318 -0.0041 -0.0013 -0.001
O 9.7508 9.3217 20.0111 0.0004 0.001 -0.0012
O -6.0198 8.1264 10.7796 -0.0028 -0.0019 0.0037
O 1.0727 9.8203 15.7453 0.0006 -0.0007 -0.0003
O -1.0645 2.5242 13.5218 0.0011 -0.0018 0.0037
O 3.7742 9.1256 18.5392 -0.0036 -0.0017 0.0005
O -0.5144 7.6745 15.3482 -0.0006 -0.0018 0.0019
O 8.7669 1.2804 11.4899 -0.0014 -0.0098 -0.0057

Results
free energy: -129406.691 eV
free energy less fixed offsets of O -568.88, Si -635.61 eV per atom: 4.229 eV

The program warned: the cutoff lies below the one the program advises for these potential files; the exchange-correlation potential is rough where the density is thin.
